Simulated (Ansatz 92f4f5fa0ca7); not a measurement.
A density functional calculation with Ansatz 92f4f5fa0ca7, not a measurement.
Periodic cell of 237 atoms, Si146O90B1, from a study of silicon, its oxide and their interface. The atomic structure is a simulated model.
Doubt: the cutoff is low for norm-conserving oxygen, so forces and energies are approximate.
Doubt: the program's own warning below bears on the result.

Settings: functional HSE06; potential files SPMS norm-conserving; basis plane waves; wave-function cutoff 800 eV; density cutoff ratio 4; exchange-correlation grid ratio 1; k mesh 1 x 1 x 1, Gamma-centred; occupations fixed; spin none; net charge -1 e, with a uniform compensating background and no finite-size correction.

Cell vectors (angstrom)
a	11.6015	0	0
b	0	10.938	0
c	0	0	32.0622

Atoms: element, x, y, z (angstrom)
Si	-0.1369	-0.0066	23.3286
Si	3.6224	0.2726	23.1494
Si	7.5432	-0.1482	23.4683
Si	1.7132	1.5437	23.6457
Si	5.728	1.3933	23.2164
Si	9.4458	1.2043	23.3764
Si	0.1626	5.2846	23.5195
Si	4.0908	5.2232	23.4606
Si	8.0274	5.5992	23.6037
Si	2.156	6.5662	23.397
Si	5.9439	6.7185	23.5201
Si	10.0119	6.8502	23.6696
B	1.8887	2.6639	25.3641
Si	5.7649	2.6665	25.2614
Si	9.6782	2.6837	25.2596
Si	11.7952	3.8328	25.3652
Si	3.6697	3.7934	25.3126
Si	7.7403	4.0622	25.3702
Si	1.9653	8.1589	25.1962
Si	5.754	8.175	25.3586
Si	9.7035	8.2699	25.4701
Si	11.6274	9.5712	25.2828
Si	3.8507	9.6094	25.0674
Si	7.6789	9.5112	25.4281
Si	11.684	0.0443	27.1883
Si	3.8423	0.0117	27.082
Si	7.7491	-0.0177	27.2946
Si	1.9625	1.4809	27.0329
Si	5.8151	1.314	27.1897
Si	9.6913	1.3201	27.1961
Si	11.6035	5.4039	27.163
Si	3.8146	5.3625	27.1452
Si	7.7038	5.4581	27.2677
Si	1.9266	6.7985	27.1587
Si	5.7263	6.7616	27.2384
Si	9.6694	6.7758	27.2808
Si	1.9363	2.7045	29.087
Si	5.7818	2.7224	29.1083
Si	9.677	2.7271	29.1231
Si	0.0155	4.0929	29.1313
Si	3.8461	4.089	29.1396
Si	7.7252	4.0793	29.1768
Si	1.9322	8.1862	29.0922
Si	5.7643	8.1799	29.1387
Si	9.6864	8.1853	29.1828
Si	0.0143	9.5753	29.1118
Si	3.8482	9.5799	29.057
Si	7.727	9.5192	29.1835
Si	-0.0018	-0.0035	31.065
Si	3.8506	-0.0008	31.028
Si	7.7231	-0.0063	31.0875
Si	1.9236	1.3709	31.047
Si	5.7886	1.361	31.0395
Si	9.6606	1.357	31.0639
Si	0.0054	5.4661	31.0638
Si	3.8611	5.4737	31.0696
Si	7.7331	5.4754	31.0993
Si	1.9321	6.844	31.0476
Si	5.7899	6.8384	31.085
Si	9.6784	6.8319	31.1202
Si	1.926	2.7453	0.9358
Si	5.7917	2.7458	0.9032
Si	9.6593	2.7332	0.9438
Si	-0.0158	4.1064	0.9332
Si	3.8592	4.1155	0.9483
Si	7.7329	4.1141	0.975
Si	1.9248	8.2152	0.9241
Si	5.7896	8.2272	0.9424
Si	9.6644	8.2214	0.9862
Si	-0.006	9.5929	0.9604
Si	3.8527	9.5933	0.9316
Si	7.7313	9.5802	0.9676
Si	11.6054	0.0364	2.901
Si	3.8509	0.0249	2.8887
Si	7.7359	0.0246	2.8871
Si	1.9299	1.4063	2.8919
Si	5.8071	1.3711	2.8157
Si	9.656	1.3899	2.9028
Si	11.5624	5.4987	2.8487
Si	3.8721	5.4955	2.8877
Si	7.7326	5.5141	2.9051
Si	1.9088	6.8242	2.8393
Si	5.8037	6.8636	2.867
Si	9.6578	6.8994	2.951
Si	1.9104	2.8309	4.8004
Si	5.8327	2.7266	4.7289
Si	9.5951	2.7964	4.8219
Si	11.5383	4.1358	4.7667
Si	3.9146	4.1015	4.806
Si	7.7137	4.2075	4.8732
Si	1.8853	8.1481	4.7847
Si	5.8039	8.26	4.7723
Si	9.6591	8.3203	4.8939
Si	11.6302	9.6562	4.8701
Si	3.8145	9.4907	4.7692
Si	7.7198	9.6779	4.8745
Si	11.5947	0.2304	6.7623
Si	3.7544	-0.0531	6.6394
Si	7.7089	0.0527	6.8978
Si	2.0479	1.5037	6.7397
Si	5.712	1.2769	6.6039
Si	9.6429	1.5203	6.8202
Si	11.5214	5.4985	6.6868
Si	3.9778	5.4291	6.7762
Si	7.7316	5.6706	6.8187
Si	1.9716	6.6431	6.6369
Si	5.8061	6.9773	6.7329
Si	9.7493	7.0412	6.8979
O	9.9886	7.9774	8.2899
O	7.6508	9.9367	8.2188
O	7.3926	4.7426	8.1674
O	3.3874	10.3493	8.199
O	2.0324	7.549	8.0191
O	4.0053	4.5814	8.2365
O	9.78	2.4471	8.2152
O	2.6167	2.3356	8.1077
O	11.3853	4.5766	8.0655
O	5.3665	2.3605	7.8138
O	5.8101	7.9759	8.0817
O	11.3228	10.3154	8.1513
O	11.3638	10.0892	21.859
O	3.1655	10.7958	21.563
O	5.7844	7.6558	22.1416
O	4.2435	4.4534	21.9595
O	7.6361	9.6379	22.2344
O	10.3448	7.6794	22.2663
O	1.6126	2.509	22.2703
O	5.9569	2.4212	21.8971
O	8.431	4.6871	22.2665
O	-0.0924	4.5174	22.0332
O	2.3559	7.3408	21.9421
O	9.1192	1.8613	21.873
Si	1.9069	7.7808	9.5992
Si	5.0594	0.5743	17.746
Si	2.5042	5.4338	14.0253
Si	10.5762	3.8648	14.0676
Si	8.2772	2.4033	15.2642
Si	9.5936	2.2703	20.379
Si	10.5048	3.6506	9.0656
Si	0.029	2.321	11.5655
Si	11.0399	8.1283	15.4006
Si	5.1734	6.9483	13.9996
Si	5.7554	2.6063	11.1105
Si	8.5811	7.7153	19.4674
Si	8.1414	4.8579	20.682
Si	5.9493	9.5929	15.2526
Si	2.0883	7.63	20.3742
Si	1.9354	4.8861	18.8294
Si	4.5049	3.4389	18.0446
Si	8.5446	8.9345	16.8679
Si	0.8304	9.4844	13.2947
Si	9.9098	10.6527	11.717
Si	5.3697	3.6965	21.0465
Si	0.6156	5.514	16.2815
Si	10.7785	9.1504	9.1338
Si	6.5226	8.8565	21.3291
Si	7.1214	7.1026	11.4868
Si	2.6732	0.7412	12.2068
Si	10.9033	8.6945	21.1304
Si	6.0293	4.3288	15.643
Si	7.095	0.4981	12.9848
Si	4.0627	2.974	8.5787
Si	0.8829	6.7435	11.8968
Si	6.5686	9.0389	9.0703
Si	0.6855	3.3207	21.2246
Si	9.8068	6.5072	12.8987
Si	7.7129	4.5328	9.7466
Si	3.9288	10.101	20.2886
Si	4.2703	3.0423	13.5231
Si	3.8534	10.0103	9.7291
Si	8.0844	0.8028	18.0583
O	11.5064	3.2235	12.9058
O	9.3377	4.4726	9.8772
O	8.8954	3.6594	19.9002
O	4.0546	-0.0444	18.8675
O	11.3602	4.5352	15.3162
O	9.856	9.7982	10.3198
O	3.7613	1.5413	13.1303
O	0.662	9.0593	14.8598
O	6.5039	0.9546	18.4335
O	4.7753	3.1628	19.6268
O	6.2461	1.1706	11.7495
O	0.5305	8.618	9.8629
O	5.6348	4.3241	17.2328
O	8.4495	7.1958	12.3979
O	4.4128	2.6309	10.1461
O	2.099	5.6378	15.5879
O	3.3733	0.0687	10.9079
O	5.8962	7.2266	12.5551
O	2.3109	6.3641	19.3815
O	0.6705	4.9309	17.7936
O	8.415	10.6889	12.3692
O	5.4737	10.0539	9.7151
O	0.5559	8.1448	20.2429
O	9.7806	2.6189	14.7225
O	1.9987	10.5982	13.2142
O	9.968	9.0982	16.1128
O	6.1848	10.3748	13.8307
O	7.4894	1.6382	14.0709
O	1.66	3.9204	20.0828
O	5.8964	5.7923	14.9199
O	7.3599	8.9401	15.7584
O	1.5076	1.6775	11.5966
O	7.2053	8.2733	10.3572
O	4.3636	1.9828	17.3037
O	7.0414	3.1522	10.2796
O	11.5745	7.0023	16.4333
O	8.3612	10.1715	17.8672
O	3.2514	8.542	10.1015
O	7.5816	3.8549	15.519
O	3.1395	4.2885	17.9276
O	2.92	3.9119	13.6777
O	1.3354	8.2104	12.4331
O	1.2154	5.693	13.0784
O	5.007	8.3158	14.8768
O	11.2184	2.3798	20.4128
O	10.9782	9.9924	12.7539
O	5.3013	3.5698	12.3586
O	5.0858	3.1979	14.9181
O	6.5164	4.7693	20.5592
O	8.3587	1.5674	16.6471
O	10.4086	1.2434	11.4573
O	10.8781	6.6049	11.6642
O	3.1725	8.7294	19.8777
O	1.7184	6.4363	10.5226
O	7.1356	8.2589	19.9573
O	8.5557	7.6116	17.8276
O	3.6766	6.4631	13.6188
O	9.577	4.962	13.3697
O	5.4395	9.9502	20.8549
O	10.3362	7.3732	14.1522
O	8.7648	6.2171	20.0582
O	7.0705	5.6969	10.6755
O	5.2823	10.534	16.4279
O	9.0993	1.2185	19.2444
O	11.5688	3.1722	10.1875
O	9.719	8.7598	20.0021

Results
free energy: -56929.084 eV
free energy less fixed offsets of B -77.42, O -447.96, Si -113.29 eV per atom: 5.076 eV
gap between the highest filled and lowest empty level on this k mesh: 1.208 eV

The program warned: the cutoff lies below the one the program advises for these potential files; the model core charge is not resolved on the grid; the forces do not sum to zero within the program's tolerance; the exchange-correlation potential is rough where the density is thin.
